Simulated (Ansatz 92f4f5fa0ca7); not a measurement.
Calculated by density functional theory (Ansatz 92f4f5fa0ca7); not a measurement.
Periodic cell of 351 atoms, Si241O110, from a study of silicon, its oxide and their interface. The atomic structure is a simulated model.
Doubt: the cutoff is far below the 930 eV that the study's wrapper takes by default for these files, so forces and energies are approximate.
This geometry differs little from another in the collection (a relaxation step or a small displacement).

Settings: functional PBE; potential files Ansatz PAW; basis plane waves; wave-function cutoff 580 eV; density cutoff ratio 5; exchange-correlation grid ratio 1; k mesh 1 x 1 x 1, Gamma-centred; self-consistency stop 5e-08 eV per atom in the density residual; occupations fixed; spin none; net charge 0.

Cell vectors (angstrom)
a	11.6015	0	0
b	0	13.3963	0
c	0	0	41.0823

Atoms: element, x, y, z (angstrom)
Si	0	2.2327	1.1851
Si	3.8672	2.2327	1.1851
Si	7.7343	2.2327	1.1851
Si	1.9336	5.5818	1.1851
Si	5.8008	5.5818	1.1851
Si	9.6679	5.5818	1.1851
Si	0	8.9308	1.1851
Si	3.8672	8.9308	1.1851
Si	7.7343	8.9308	1.1851
Si	1.9336	12.2799	1.1851
Si	5.8008	12.2799	1.1851
Si	9.6679	12.2799	1.1851
Si	1.9336	1.1164	1.9745
Si	5.8008	1.1164	1.9745
Si	9.6679	1.1164	1.9745
Si	0	4.4654	1.9745
Si	3.8672	4.4654	1.9745
Si	7.7343	4.4654	1.9745
Si	1.9336	7.8145	1.9745
Si	5.8008	7.8145	1.9745
Si	9.6679	7.8145	1.9745
Si	0	11.1635	1.9745
Si	3.8672	11.1635	1.9745
Si	7.7343	11.1635	1.9745
Si	1.9336	1.1164	4.3426
Si	5.8008	1.1164	4.3426
Si	9.6679	1.1164	4.3426
Si	0	4.4654	4.3426
Si	3.8672	4.4654	4.3426
Si	7.7343	4.4654	4.3426
Si	1.9336	7.8145	4.3426
Si	5.8008	7.8145	4.3426
Si	9.6679	7.8145	4.3426
Si	0	11.1635	4.3426
Si	3.8672	11.1635	4.3426
Si	7.7343	11.1635	4.3426
Si	0	0	36.7417
Si	3.8672	0	36.7417
Si	7.7343	0	36.7417
Si	1.9336	3.3491	36.7417
Si	5.8008	3.3491	36.7417
Si	9.6679	3.3491	36.7417
Si	0	6.6981	36.7417
Si	3.8672	6.6981	36.7417
Si	7.7343	6.6981	36.7417
Si	1.9336	10.0472	36.7417
Si	5.8008	10.0472	36.7417
Si	9.6679	10.0472	36.7417
Si	0	0	39.1099
Si	3.8672	0	39.1099
Si	7.7343	0	39.1099
Si	1.9336	3.3491	39.1099
Si	5.8008	3.3491	39.1099
Si	9.6679	3.3491	39.1099
Si	0	6.6981	39.1099
Si	3.8672	6.6981	39.1099
Si	7.7343	6.6981	39.1099
Si	1.9336	10.0472	39.1099
Si	5.8008	10.0472	39.1099
Si	9.6679	10.0472	39.1099
Si	0	2.2327	39.8993
Si	3.8672	2.2327	39.8993
Si	7.7343	2.2327	39.8993
Si	1.9336	5.5818	39.8993
Si	5.8008	5.5818	39.8993
Si	9.6679	5.5818	39.8993
Si	0	8.9308	39.8993
Si	3.8672	8.9308	39.8993
Si	7.7343	8.9308	39.8993
Si	1.9336	12.2799	39.8993
Si	5.8008	12.2799	39.8993
Si	9.6679	12.2799	39.8993
Si	-4.9486	-6.215	26.2346
Si	5.6984	5.9196	30.6072
Si	11.308	5.8363	21.9653
Si	3.9285	2.3805	32.7779
Si	8.9664	3.6115	27.2442
Si	6.5241	-2.6042	30.1683
Si	3.5214	0.2098	29.7591
Si	1.8058	12.1851	23.4102
Si	2.6638	11.5945	30.7633
Si	4.3875	9.8661	30.9239
Si	3.7799	9.1884	33.1045
Si	9.7587	14.9228	31.7926
Si	1.4835	4.1165	30.7941
Si	5.6822	5.7021	32.927
Si	13.4786	7.9355	29.0097
Si	7.6058	2.383	32.4832
Si	5.7173	-0.3158	30.5015
Si	12.6097	10.1745	29.8492
Si	5.2142	4.2973	14.5331
Si	1.5628	8.5488	26.6392
Si	4.289	7.8369	29.7112
Si	-3.2206	10.4817	31.7144
Si	6.7445	15.2979	30.3295
Si	5.7124	12.5048	32.8326
Si	0.2365	2.6425	32.3071
Si	3.3842	-3.6295	24.7253
Si	8.8865	1.487	29.468
Si	1.9313	5.4778	32.7782
Si	5.375	3.7587	29.5807
Si	9.6582	5.5294	32.907
Si	-0.7678	10.3717	31.5794
Si	0.7991	11.1828	27.7365
Si	7.6893	8.4077	32.509
Si	1.998	12.3909	32.8847
Si	3.3572	13.0827	27.4957
Si	6.4322	8.6518	28.9777
Si	1.9445	1.289	33.4334
Si	5.8395	1.2708	33.6356
Si	9.7101	-0.0126	33.6206
Si	-0.0085	4.5025	33.7057
Si	3.8415	4.5132	33.6939
Si	7.6459	4.4994	33.492
Si	1.8283	7.7818	33.3705
Si	5.7007	7.918	33.6772
Si	9.514	7.665	33.7844
Si	-0.1526	11.683	33.5067
Si	3.8565	11.3199	33.8284
Si	7.8753	11.8257	33.5698
Si	1.9132	1.1319	35.8658
Si	5.8054	1.135	35.9821
Si	9.673	1.0537	35.8592
Si	-0.0073	4.4583	36.0238
Si	3.8651	4.4656	36.0201
Si	7.7329	4.457	35.8972
Si	1.9113	7.8039	35.8384
Si	5.8112	7.8259	36.0017
Si	9.6528	7.8205	36.0686
Si	-0.0075	11.1535	35.8777
Si	3.8782	11.1837	36.1135
Si	7.7369	11.1709	35.8914
Si	0.0095	-0.0264	5.1369
Si	3.8627	0.1117	5.1542
Si	7.7273	-0.0082	5.0931
Si	1.9183	3.3836	5.2007
Si	5.8243	3.35	4.8921
Si	9.6697	3.3678	5.0327
Si	0.014	6.7031	5.2761
Si	3.8707	6.6749	5.097
Si	7.7617	6.6659	5.2667
Si	1.9386	10.0752	5.0795
Si	5.7672	9.9898	5.1591
Si	9.6498	10.0324	5.2019
Si	0.0024	-0.1664	7.5023
Si	3.8326	1.6395	7.0417
Si	7.9024	0.0113	7.4187
Si	1.9335	2.9594	7.5595
Si	5.7285	3.0841	7.1288
Si	9.6871	3.3949	7.3375
Si	0.1825	6.7975	7.8143
Si	4.2667	6.7179	7.4195
Si	7.8827	6.3659	7.7635
Si	1.9299	10.3161	7.3919
Si	5.5501	8.8201	7.2574
Si	9.4956	9.9508	7.6293
Si	-0.1782	2.0423	8.0669
Si	4.0367	0.3542	8.852
Si	9.6626	3.8453	10.7794
Si	-0.1202	2.278	10.384
Si	2.3505	6.6344	8.9145
Si	9.8978	5.3453	8.6424
Si	-0.2721	8.7969	12.3853
Si	5.2958	11.0501	9.9107
Si	7.5577	8.6177	8.4677
Si	2.0145	12.4291	8.454
Si	6.2048	12.9112	8.9094
Si	9.648	12.1845	8.3963
Si	0.0963	0.0864	13.7774
Si	5.1036	0.4594	11.9372
Si	4.1371	-3.1652	13.3556
Si	5.8296	5.1405	8.2035
Si	4.7407	8.2366	11.7635
Si	11.632	9.1361	8.374
Si	-3.8584	15.6699	8.0067
Si	2.3998	5.3552	10.9586
Si	3.2473	8.8642	18.8435
Si	-2.2818	12.456	10.7875
Si	7.2295	13.8246	10.8015
Si	11.4944	13.5264	11.4148
Si	2.0497	3.1894	10.1085
Si	8.8853	3.778	18.1285
Si	10.6257	1.9869	25.206
Si	-1.2192	8.1672	17.9538
Si	3.8311	-1.5278	11.6121
Si	5.6204	4.0536	10.323
Si	-1.7751	4.1466	13.1689
Si	1.5607	6.7563	17.7757
Si	12.4957	9.6497	10.5524
Si	-3.0471	10.3333	11.8182
Si	7.6307	16.1318	10.3134
Si	12.4682	5.8079	12.789
O	7.4568	-4.2055	15.1191
O	24.1018	-11.3019	17.5255
O	8.1269	15.3493	21.8857
O	12.1195	7.1455	21.3946
O	-2.5583	9.5152	26.7071
O	15.2161	8.5376	23.6714
O	19.5058	10.9379	13.2079
O	-4.1236	1.3109	13.8553
O	-2.0045	20.8625	19.2057
O	0.5675	15.8161	24.9831
O	10.0408	10.3702	22.4359
O	25.7193	21.8662	20.2564
O	6.9427	9.3434	20.2679
O	-4.2511	3.5577	27.0273
O	-2.678	-12.5544	15.9753
O	9.6582	-10.2924	25.8629
O	-8.8671	16.6579	20.3233
O	16.1153	11.9839	27.1043
O	9.8658	-1.6332	16.7793
O	1.6496	3.3986	15.2973
O	7.0939	8.6566	17.6796
O	-20.6621	8.059	17.6073
O	0.203	12.1142	23.1712
O	-0.7436	23.1046	18.2517
Si	-0.6112	19.2416	27.3479
Si	5.4742	24.9329	25.8828
Si	4.5031	0.6117	16.6404
Si	18.6065	1.1309	18.3865
Si	-4.8968	-4.1088	10.6382
Si	1.5989	1.9528	16.051
Si	-5.303	0.6432	24.1034
Si	1.561	11.9399	10.691
Si	4.6776	19.1411	11.7801
Si	0.8483	-7.3504	24.7766
Si	7.0657	10.6716	14.5731
Si	5.8172	14.6656	13.9458
Si	6.6167	1.5594	21.3281
Si	14.5644	21.9503	10.1665
Si	-11.3455	12.909	19.5466
Si	23.2078	2.3061	18.8975
Si	-0.3711	10.9977	17.3
Si	15.0347	16.029	30.4391
Si	3.3508	18.7257	22.979
Si	8.0146	5.1729	15.47
Si	9.0202	14.6667	14.3978
Si	-0.341	8.2457	32.3862
Si	13.5686	6.9856	20.6658
Si	-3.8312	7.2262	30.4428
Si	0.4548	5.9331	29.4512
Si	4.182	2.2292	25.6147
Si	-2.6968	27.7904	22.99
Si	-10.4429	23.9366	14.5634
Si	-5.4277	-4.0705	18.83
Si	-4.5109	-5.2132	21.4115
Si	3.9153	23.2281	8.5044
Si	2.3394	18.2665	15.3637
Si	13.292	15.2577	23.9382
Si	16.5851	7.6254	23.6181
Si	-2.4661	9.466	23.4255
Si	10.5744	-1.5264	22.1476
Si	-10.4279	-10.3011	20.9211
Si	-3.3184	10.7496	25.9534
Si	8.5556	12.7194	16.5357
Si	4.095	15.4699	10.5013
Si	17.463	4.2314	27.302
Si	15.5643	16.1821	21.3203
Si	-1.662	-13.7739	27.1836
Si	3.0814	-0.2031	20.8695
Si	7.873	8.2046	16.3289
Si	21.0718	21.505	25.9802
Si	8.8803	-7.1373	20.0658
Si	4.2998	11.6157	18.5409
Si	-1.377	-20.1613	30.8782
O	-8.8341	10.2063	14.3298
O	8.2347	7.0471	25.8282
O	13.3099	13.4912	20.0276
O	-10.7994	12.0148	13.968
O	-0.4702	-1.4553	20.623
O	-14.1526	12.1485	26.155
O	1.9166	5.8054	14.0782
O	0.2847	5.2373	26.094
O	4.8375	-2.9476	24.8763
O	9.9868	8.5218	24.4696
O	-0.3077	-7.4333	23.6
O	23.2273	7.2108	17.5625
O	16.2223	3.549	26.4662
O	13.5927	0.2515	24.1131
O	13.3933	-7.2599	19.2715
O	-5.5837	40.7557	22.493
O	2.7079	-14.6546	22.0488
O	13.8792	10.8854	24.2726
O	-6.0189	16.208	21.0119
O	-10.8449	14.3961	14.9993
O	1.2958	2.229	22.3681
O	-15.4434	13.1627	17.8828
O	-0.6596	14.2381	19.2791
O	-12.555	0.7385	26.2468
O	3.6501	27.9717	21.5146
O	13.4747	18.995	16.7193
O	6.6094	4.3694	15.3468
O	14.7253	1.4222	16.3323
O	-4.7931	10.9552	26.5873
O	-0.5675	12.0519	27.8639
O	17.0433	24.0536	14.2959
O	8.1802	23.8283	24.3483
O	-5.8932	21.4427	22.2323
O	5.9872	5.7947	26.7828
O	5.3389	0.4197	15.2567
O	21.7825	1.7322	23.6503
O	15.7968	12.5321	19.8876
O	-15.6871	11.8557	15.6042
O	12.0777	25.4644	18.1817
O	-0.2074	31.4315	13.2318
O	-1.0019	34.2052	26.933
O	3.6237	27.8164	26.5716
O	-15.3581	-10.8687	18.241
O	-6.4649	16.1591	14.0063
O	-17.6617	1.8968	24.7796
O	9.7282	9.1973	12.1777
O	3.1331	10.4672	18.5827
O	-1.569	0.0647	13.9092
O	6.5912	8.3249	27.3777
O	3.9508	18.0641	15.4814
O	35.4516	10.5134	16.1139
O	-5.8483	24.2606	18.464
O	-6.0711	28.1536	17.6818
O	7.4594	6.7861	20.6595
O	-7.7863	-9.5577	22.5509
O	13.5385	12.2789	27.2147
O	-10.9898	9.9224	26.6647
O	14.619	2.5731	24.551
O	9.0468	0.2057	28.4284
O	22.0001	16.7247	18.5168
O	7.5611	6.6796	15.8814
O	4.8149	-4.9719	18.9318
O	8.4843	4.9719	19.1593
O	-2.1649	16.1711	28.5768
O	2.1609	5.3431	24.1023
O	0.4961	17.897	21.4374
O	-5.8041	-0.6569	24.8661
O	-2.1346	8.278	16.6122
O	7.9095	27.5571	24.2681
O	16.2538	6.036	23.6283
O	-4.8173	0.7539	19.948
O	21.3213	2.6852	13.9674
O	-0.041	7.1683	12.5691
O	-2.7464	5.1632	14.0524
O	-1.7874	5.8253	21.3366
O	12.8011	7.5515	25.3492
O	8.2744	-18.2786	22.4563
O	15.7006	-0.8584	17.2215
O	8.8904	-22.3789	16.6201
O	16.7598	18.7481	13.3082
O	-17.2928	7.8075	24.9345
O	-2.2086	12.9825	22.3313
O	2.9808	6.1915	21.6432
O	11.8695	9.4258	13.7938
O	-2.071	5.1128	27.4999
O	3.032	9.1466	26.1955

Results
free energy: -215750.666 eV
free energy less fixed offsets of O -568.88, Si -635.61 eV per atom: 8.144 eV

Forces (eV/angstrom), in the order of the atoms: element, x, y, z
Si	-0.0047	-0.0668	-0.0126
Si	0.0255	0.04	-0.006
Si	-0.0276	-0.0292	-0.0011
Si	0.0268	-0.0711	-0.061
Si	-0.0282	0.0359	-0.077
Si	-0.0187	-0.0884	-0.0302
Si	0.0042	0.0512	0.0346
Si	0.0091	-0.0211	0.1984
Si	-0.0245	-0.0026	0.0189
Si	-0.0048	-0.0079	0.0839
Si	-0.0179	0.0928	-0.0922
Si	0.0492	0.0469	0.0246
Si	-0.1506	0.1342	-0.0528
Si	0.0832	-0.1789	0.0176
Si	0.0395	0.0131	-0.0214
Si	0.0895	0.1693	-0.0419
Si	-0.1575	-0.0069	0.0253
Si	0.0827	0.1702	-0.0303
Si	-0.0813	-0.059	-0.0468
Si	0.1769	-0.2575	-0.0638
Si	0.0408	-0.0733	-0.055
Si	-0.1268	-0.0764	0.0027
Si	0.1172	0.2221	-0.0419
Si	-0.0879	-0.1036	-0.0496
Si	-0.2591	0.3732	-0.155
Si	0.082	-0.2218	-1.0116
Si	0.14	-0.1896	-0.0851
Si	0.2551	0.4857	0.0736
Si	-0.3889	-0.0858	-0.4382
Si	0.4221	0.5806	-0.5916
Si	-0.1308	-0.132	0.4026
Si	0.2695	-0.4775	-0.198
Si	0.0545	-0.1767	0.8205
Si	-0.3274	-0.1564	-0.0385
Si	0.1899	0.3658	0.5596
Si	-0.1321	-0.4156	0.3626
Si	0.0004	-0.1444	-0.3012
Si	-0.2124	0.5849	0.202
Si	0.1324	-0.0834	0.0332
Si	-0.0208	-0.1964	0.2112
Si	0.1714	0.1049	0.2509
Si	-0.2464	-0.3994	-0.4894
Si	0.1786	0.097	0.1296
Si	-0.215	0.2138	-0.1655
Si	-0.1415	-0.2995	0.259
Si	-0.3227	-0.2709	-0.4037
Si	0.3948	0.0432	0.2193
Si	-0.0239	0.3976	-0.0666
Si	0.0546	-0.0208	0.0546
Si	-0.063	0.2355	0.0323
Si	0.0071	0.0055	0.0026
Si	0.011	-0.0903	0.0123
Si	0.0439	0.0609	-0.0124
Si	-0.0925	-0.2046	0.0106
Si	0.0901	0.0203	-0.0177
Si	-0.1108	0.0502	0.0383
Si	-0.0815	-0.1184	0.0092
Si	-0.1294	-0.0851	0.0572
Si	0.1715	0.093	0.0118
Si	-0.0064	0.1217	0.0209
Si	0.0048	0.0654	-0.013
Si	-0.0196	-0.0404	0.0748
Si	0.0156	0.0254	0.0426
Si	-0.0244	0.0483	0.0091
Si	0.0273	-0.0543	0.0423
Si	0.0185	0.0915	-0.0677
Si	-0.0169	-0.0515	-0.0131
Si	0.0129	-0.0066	-0.0925
Si	0.0192	-0.0057	-0.0025
Si	0.0185	0.044	-0.0621
Si	0.0188	-0.0751	-0.0128
Si	-0.0505	-0.028	-0.012
Si	0.0403	0.0306	-0.0739
Si	-0.0448	0.0223	0.099
Si	-0.0051	-0.002	-0.0052
Si	-0.0158	0.0165	0.0156
Si	-0.0067	0.025	-0.0312
Si	0.0193	-0.0634	-0.0827
Si	0.048	-0.0424	0.0162
Si	0.0164	0.0066	0.013
Si	-0.0067	0.0262	-0.0245
Si	0.0844	0.1189	0.4988
Si	0.0938	-0.932	-0.768
Si	-0.0423	0.0141	0.0301
Si	0.014	0.0126	0.0044
Si	-0.0155	-0.0413	-0.0188
Si	-0.0168	-0.0344	-0.0407
Si	0.0477	-0.0061	0.0085
Si	-0.0177	0.0041	-0.0364
Si	-0.0043	-0.0189	0.0065
Si	-0.0097	-0.0674	0.0738
Si	-0.0025	-0.0129	-0.0082
Si	-0.0314	-0.1299	-0.0052
Si	-0.0196	0.0042	0.0067
Si	-0.0389	0.0304	-0.0037
Si	-0.0405	0.0186	0.0596
Si	0.0251	-0.0137	0.0039
Si	0.0403	0.0587	0.0098
Si	0.0005	-0.0306	-0.0333
Si	-0.01	-0.0601	-0.0105
Si	-0.0102	-0.0186	-0.0002
Si	-0.0095	-0.0221	-0.01
Si	-0.0313	0.0035	0.0065
Si	-0.0189	0.0141	-0.032
Si	0.0103	0.0051	0.0263
Si	-0.0068	0.007	0.001
Si	0.0091	-0.0023	-0.0993
Si	0.0018	0.1255	-0.0525
Si	0.0132	0.0103	0.0087
Si	-0.0091	-0.0121	0.0352
Si	0.0127	-0.0321	-0.018
Si	0.0107	0.0186	0.0005
Si	-0.0074	-0.0252	0.0017
Si	0.0213	0.0195	0.0148
Si	0.0454	0.1413	0.0242
Si	-0.0695	0.1013	-0.0097
Si	-0.0013	0.0192	-0.0197
Si	-0.0205	0.0005	0.0057
Si	0.0709	0.758	0.3259
Si	0.0104	-0.0208	0.0045
Si	-0.001	0.0126	0.0243
Si	0.0028	0.0099	-0.0027
Si	0.0039	-0.0062	0.0026
Si	0.0054	-0.0063	0.009
Si	-0.003	0.006	-0.0035
Si	0.0065	-0.0027	0.0047
Si	-0.0002	-0.0032	0.0201
Si	-0.011	0.0095	0.0013
Si	0.0025	-0.0008	-0.0002
Si	0.0141	-0.0022	0.0092
Si	-0.0005	0.0448	-0.0483
Si	-0.003	0.0075	0.0094
Si	-0.0123	0.003	-0.0144
Si	0.0014	0.0539	-0.0268
Si	0.006	0	-0.0143
Si	0.0217	0.0539	-0.1024
Si	-0.0057	-0.0187	0.0096
Si	0.0037	-0.0038	-0.006
Si	0.0081	-0.0153	-0.0038
Si	-0.0021	-0.0232	0.0072
Si	-0.0007	-0.012	-0.0022
Si	0.0065	0.0029	0.0016
Si	0.0075	0.0215	-0.0208
Si	0	-0.0081	0.0059
Si	-0.0357	0.013	-0.0162
Si	0.022	-0.063	-0.0977
Si	-0.0306	-0.0249	-0.0283
Si	-0.0321	-0.1106	0.0557
Si	0.0105	-0.0216	-0.0324
Si	0.0136	-0.0041	0.0151
Si	-0.0222	-0.0145	-0.0142
Si	0.0117	-0.0157	-0.0016
Si	-0.0108	0.0148	-0.001
Si	-0.0242	-0.02	0.0044
Si	-0.013	-0.0366	-0.0398
Si	0.0103	0.0141	-0.0045
Si	0.0487	-0.0326	-0.0296
Si	0.0229	0.012	0.0525
Si	0.0002	0.0034	-0.0004
Si	-0.0608	-0.0196	0.0129
Si	0.0222	0.0942	0.0749
Si	0.0152	0.0034	-0.01
Si	-0.0406	-0.0116	-0.0204
Si	-0.0384	0.0343	-0.0213
Si	0.0042	-0.0158	-0.0164
Si	0.0144	0.0103	-0.0074
Si	-0.037	-0.0238	0.0373
Si	0.0033	-0.0084	0.0033
Si	-0.0032	-0.0059	0.0531
Si	-0.0262	0.0808	0.0183
Si	-0.0054	0.0292	-0.0323
Si	-0.0003	0.0026	0.0231
Si	0.0258	-0.0184	0.0141
Si	-0.0103	-0.0142	0.0045
Si	0.0054	0.0122	-0.0078
Si	-0.0225	-0.031	-0.0257
Si	-0.0068	-0.0012	-0.0104
Si	0.0161	0.0082	-0.0285
Si	-0.0375	-0.0261	-0.0278
Si	0.0357	0.027	0.013
Si	0.0819	0.0773	0.0003
Si	-0.0018	-0.0104	0.018
Si	0.032	-0.0069	-0.0325
Si	0.0065	-0.0065	-0.0032
Si	0.0185	-0.0183	0.0302
Si	0.0366	0.0297	-0.0305
Si	0.015	0.0005	0.0558
Si	0.0085	-0.0076	0.0222
Si	0.0213	0.0127	0.0465
Si	0.0189	-0.0092	0.0009
Si	-0.0053	-0.0067	-0.0004
Si	0.0061	-0.0155	0.0509
O	-0.0105	0.0222	-0.0158
O	0.0013	-0.0075	0.0009
O	0.0116	-0.0041	0.0134
O	0.0052	0.0031	0.0034
O	-0.0271	0.013	0.0517
O	-0.0084	0.0003	0.0089
O	-0.016	0.0026	0.0225
O	0.0197	0.0049	-0.0179
O	0.0111	0.0229	-0.016
O	-0.0247	0.0012	0.0272
O	0.0119	0.0046	-0.0137
O	0.0035	0.0124	0.002
O	0.0017	0.0012	-0.0091
O	-0.0196	-0.0021	0.0341
O	-0.0003	-0.0289	0.0098
O	-0.0019	-0.0024	0.0183
O	-0.0128	0.0116	-0.0048
O	0.0014	0.0164	0.0059
O	0.0045	-0.0056	0.0034
O	0.0036	-0.0078	0.0014
O	-0.0055	0.002	0.0095
O	0.0053	0.0005	0.0088
O	0.0216	-0.0059	0.0158
O	-0.0074	-0.0174	0.0057
Si	-0.02	0.0308	-0.0393
Si	0.0249	0.0238	-0.112
Si	-0.003	-0.0155	-0.0179
Si	0.0036	0.0076	-0.0035
Si	-0.0129	0.0029	0.0122
Si	-0.0225	0.0081	0.0185
Si	-0.0341	-0.0361	-0.0066
Si	0.0135	-0.0375	0.0013
Si	-0.0382	0.0597	-0.1631
Si	-0.018	-0.0057	-0.0512
Si	0.0207	-0.0151	0.0542
Si	-0.0033	-0.0088	-0.0182
Si	-0.0109	0.0106	0.003
Si	-0.0114	0.0487	-0.0777
Si	0.0175	0.0049	-0.0073
Si	0.0371	0.0116	0.0646
Si	0.0286	0.0099	-0.0233
Si	0.003	0.0447	-0.0102
Si	0.009	-0.0177	-0.0192
Si	-0.0108	-0.0064	0.0128
Si	0.003	-0.0208	0.0246
Si	-0.0116	-0.0086	-0.01
Si	-0.0052	-0.0153	-0.0081
Si	-0.0093	-0.0107	0.0073
Si	-0.0056	0.0055	0.0277
Si	-0.0197	-0.0014	-0.0391
Si	-0.0035	-0.0041	-0.0003
Si	0.012	0.0398	0.0341
Si	0.0021	-0.0008	0.0044
Si	0.0103	-0.0267	-0.0193
Si	-0.0353	0.0652	0.0977
Si	-0.029	0.0003	-0.0086
Si	0.0323	-0.0129	-0.003
Si	0.0012	-0.0036	-0.0222
Si	-0.004	-0.0139	0.0119
Si	-0.0017	0.0117	-0.0061
Si	0.0014	-0.0024	-0.0466
Si	-0.0245	0.0098	0.0078
Si	-0.0003	0.01	-0.0219
Si	0.0152	-0.0761	0.0662
Si	0.001	-0.0321	-0.0666
Si	0.0015	0.0031	-0.0005
Si	-0.0061	-0.037	-0.0459
Si	-0.0014	0.0124	0.0068
Si	-0.0196	0.0092	-0.022
Si	0.0455	0.0216	-0.0197
Si	-0.0119	-0.0172	0.0202
Si	-0.0059	0.0035	0.0087
Si	0.0076	-0.0005	0.0076
O	-0.0093	-0.0169	0.0061
O	-0.1095	-0.0701	0.012
O	-0.0039	-0.0083	-0.0053
O	0.0125	-0.0247	-0.0085
O	-0.0003	-0.0011	0.0027
O	0.033	0.0247	0.0354
O	0.0053	0.0107	-0.0441
O	-0.0094	-0.0095	0.0352
O	-0.004	0.0533	0.0894
O	0.0485	0.0034	-0.0161
O	-0.0031	-0.0021	0.0164
O	-0.0197	0.0147	0.0045
O	0.0202	0.0134	0.0496
O	-0.0094	-0.0074	-0.0072
O	-0.0028	0.0111	0.0023
O	0.0094	-0.0059	0.0183
O	-0.004	0.0003	0.0131
O	0.0142	-0.0167	0.0083
O	0.0199	-0.0121	-0.004
O	0.0093	0.0037	-0.0151
O	-0.0051	-0.0091	0.0204
O	-0.009	-0.0004	0.0212
O	-0.0115	-0.0153	-0.0056
O	-0.0095	0.0024	0.0257
O	-0.0115	-0.0223	0.0068
O	-0.0117	0.007	0.0354
O	0.0292	0.0065	-0.0059
O	0.0149	-0.0041	0.0023
O	-0.0355	0.0251	-0.0444
O	0.0054	0.0067	0.0215
O	0.0138	-0.003	0.0082
O	0.0015	0.0003	-0.0075
O	-0.009	0.0008	-0.0022
O	-0.0056	-0.0173	0.0198
O	-0.0098	-0.0105	-0.0024
O	-0.0111	-0.0092	0.0134
O	0.006	-0.0047	-0.0066
O	0.0101	-0.004	-0.0104
O	-0.0098	0.0022	0.0193
O	-0.0257	-0.0004	-0.015
O	0.0191	-0.0101	0.0245
O	0.0023	-0.0142	0.0578
O	-0.0054	-0.0103	0.0082
O	-0.001	-0.0027	-0.0011
O	0.0157	-0.0009	0.0179
O	0.0654	-0.0461	0.0056
O	0.0045	0.0006	0.0077
O	-0.0122	0.0126	-0.0131
O	-0.0417	0.0193	0.0984
O	0.04	-0.0164	0.0385
O	-0.0325	-0.0062	0.0288
O	0.0074	-0.0079	0.0063
O	-0.0025	-0.0003	0.0104
O	-0.0019	0.0131	0.0029
O	-0.0026	0.006	0.0185
O	0.0092	0.0152	0.0338
O	-0.0175	0.0102	0.0205
O	0.0065	-0.0032	0.0315
O	0.0223	0.0212	0.0128
O	-0.0193	0.0055	-0.0199
O	-0.0043	-0.0055	0.003
O	0.0127	0.0015	0.0064
O	-0.0012	0.0032	-0.003
O	0.0073	-0.0123	0.0189
O	0.0067	0.0067	0.014
O	0.0053	-0.0044	0.01
O	-0.0361	-0.1061	0.09
O	0.0176	-0.0022	0.0196
O	0.0093	0.0053	-0.004
O	-0.0019	0.0025	0.0102
O	0.0017	0.0047	0.0176
O	0.0149	0.0089	-0.0153
O	-0.0182	0.0599	-0.0184
O	-0.0069	-0.0064	-0.0081
O	0.0005	0.0045	0.0014
O	0.0027	-0.0044	0.0156
O	-0.0093	-0.0065	0.0126
O	-0.0011	0.0156	0.0014
O	0.0092	0.0068	-0.0144
O	0.0469	0.0246	0.0589
O	0.0324	-0.0039	0.058
O	-0.0071	0.0114	0.0126
O	-0.0014	0.0083	0.0149
O	-0.0172	-0.025	-0.0029
O	0.0242	-0.0119	0.0191
O	0.0205	0.0289	-0.0132

The program warned: the cutoff lies below the one the program advises for these potential files; the exchange-correlation potential is rough where the density is thin.
